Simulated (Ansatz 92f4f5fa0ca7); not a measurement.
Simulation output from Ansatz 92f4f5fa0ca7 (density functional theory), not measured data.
Periodic cell of 171 atoms, Si99O72, from a study of silicon, its oxide and their interface. The atomic structure is a simulated model.

Settings
functional: r2SCAN
potential files: Ansatz norm-conserving
basis: plane waves
wave-function cutoff: 1300 eV
density cutoff ratio: 4
exchange-correlation grid ratio: 1
k mesh: 2 x 2 x 1, shifted by 0.5 0.5 0.5 of a step
self-consistency stop: 5e-08 eV per atom in the density residual
occupations: Fermi-Dirac, 0.05 eV
spin: none
net charge: 0

Cell vectors (angstrom)
a, 11.5403, 0, 0
b, 0, 11.5403, 0
c, 1.9765, 0.5051, 21.9846

Atoms: element, x, y, z (angstrom)
Si, 0.3651, 7.1925, 0.0755
Si, 0.0597, 10.1999, 0.6538
Si, 0.0466, 1.6952, 0.0376
Si, 3.795, 6.588, 0.2827
Si, 3.7094, 9.6668, 0.2576
Si, 4.6347, 13.6952, -0.0337
Si, 7.8873, 7.1451, 0.3268
Si, 7.8269, 10.2335, 0.755
Si, 7.9595, 13.2762, 0.5976
Si, 1.9961, 6.4818, 1.7443
Si, 2.0491, 10.1215, 1.8403
Si, 2.2362, 2.344, 1.1689
Si, 5.8957, 6.3734, 1.4824
Si, 5.7026, 10.1424, 1.6806
Si, 6.0125, 2.3195, 1.8238
Si, 9.8952, 6.4772, 1.4255
Si, 9.7308, 10.1695, 2.0278
Si, 9.9448, 2.2727, 1.6992
Si, 2.0594, 8.269, 3.2246
Si, 2.1841, 12.1403, 2.9654
Si, 2.0798, 4.3309, 2.7576
Si, 5.8291, 8.2064, 3.0201
Si, 5.8241, 11.9814, 3.1332
Si, 5.9773, 4.4253, 2.8769
Si, 9.8071, 8.1646, 3.1141
Si, 9.8398, 12.0945, 3.246
Si, 9.8571, 4.4218, 2.775
Si, 0.1303, 8.2972, 4.524
Si, 0.2902, 12.0848, 4.4369
Si, 0.2081, 4.407, 4.2229
Si, 4.0128, 8.2415, 4.5122
Si, 3.9655, 12.0481, 4.5161
Si, 4.0068, 4.4002, 4.2429
Si, 7.8026, 8.202, 4.352
Si, 7.818, 12.0321, 4.4283
Si, 7.9089, 4.4256, 4.1993
Si, 0.1445, 6.316, 5.7179
Si, 0.1646, 10.2056, 5.8902
Si, 0.2613, 2.5259, 5.6578
Si, 3.9845, 6.281, 5.7656
Si, 4.0718, 10.1355, 5.9226
Si, 4.0456, 2.5022, 5.7229
Si, 7.8716, 6.2747, 5.678
Si, 7.8515, 10.1019, 5.743
Si, 7.8454, 2.5076, 5.6038
Si, 2.019, 6.4077, 7.1313
Si, 2.1225, 10.2069, 7.2746
Si, 2.1413, 2.5229, 7.0963
Si, 5.9784, 6.2792, 7.1085
Si, 6.0831, 10.0955, 7.2669
Si, 5.9939, 2.2984, 7.0582
Si, 9.7564, 6.3361, 7.1102
Si, 9.6901, 10.1974, 7.227
Si, 9.8053, 2.633, 6.8605
Si, 1.9211, 8.3108, 8.6461
Si, 2.302, 12.1879, 8.5504
Si, 1.998, 4.4632, 8.3693
Si, 6.0261, 8.1408, 8.6639
Si, 6.1653, 11.9831, 8.6652
Si, 6.0191, 4.2367, 8.2892
Si, 9.4355, 8.1497, 8.6519
Si, 9.7523, 12.3638, 8.2424
Si, 9.7765, 4.3866, 8.3953
Si, -0.2768, 8.9766, 9.8531
Si, 0.1594, 12.0404, 9.5287
Si, 0.1148, 4.4995, 9.7977
Si, 3.9445, 7.8186, 9.8454
Si, 4.2367, 12.0603, 10.0184
Si, 4.07, 4.7131, 9.4428
Si, 7.6332, 7.3826, 10.3546
Si, 8.1695, 12.6601, 9.9253
Si, 7.8726, 4.2632, 9.6926
Si, 6.6173, 11.685, 20.1742
Si, 4.4624, 4.8311, 17.228
Si, 6.7301, 8.5425, 13.3082
Si, 12.969, 4.2929, 19.9186
Si, 4.2266, 3.0673, 11.6533
Si, 8.1322, 12.965, 18.2118
Si, 7.5536, 1.4063, 15.5399
Si, 1.3786, 3.4236, 12.1618
Si, 3.9123, 5.983, 20.1193
Si, 6.3157, 6.1868, 15.0589
Si, 0.715, 9.7337, 16.0355
Si, 0.6352, 6.2255, 12.0953
Si, 6.1632, 3.356, 13.9664
Si, 10.5719, 8.2498, 17.7649
Si, 10.0569, 11.6377, 14.8021
Si, 10.455, 5.9666, 19.7755
Si, 12.6652, 6.9616, 14.7002
Si, 4.2568, 10.5168, 12.9392
Si, 10.1933, 11.0475, 11.6997
Si, 4.8974, 2.1353, 16.3256
Si, 8.7905, 3.6028, 20.1939
Si, 8.1964, 8.2985, 15.9433
Si, 2.8274, 7.9076, 12.6086
Si, 2.8127, 11.8777, 15.3398
Si, 1.4538, 4.6132, 16.7261
Si, 8.3663, 10.0601, 18.3801
Si, 11.9942, 2.3375, 14.7945
O, 1.1862, 4.3773, 18.3045
O, 7.9362, 8.7805, -0.0836
O, 0.7944, 8.52, 14.9745
O, 7.1007, 12.7045, 21.3715
O, 8.9643, 13.8468, 19.248
O, 2.9451, 7.2456, 20.5498
O, 5.2921, 11.0468, 20.8569
O, 8.4689, 11.666, 15.1731
O, 3.821, 8.1285, -0.3209
O, 7.9827, 11.7136, -0.0731
O, 5.293, 14.7632, -1.1677
O, 11.7799, 5.2774, 20.4474
O, 10.8738, 6.8183, 18.4478
O, 5.5745, 2.9971, 12.5231
O, 3.537, 1.2595, 16.4845
O, 4.0034, 7.6094, 11.5186
O, 7.4755, 10.3441, 19.7204
O, 9.7776, 6.9416, 20.8495
O, 0.0698, 10.4202, 9.1532
O, 3.0256, 9.455, 13.0224
O, 7.5457, 6.803, 15.9313
O, 0.5576, 3.1953, 10.7603
O, -0.9467, 9.4965, 11.313
O, 0.4392, 9.0327, 17.4835
O, 4.359, 5.7552, 18.5626
O, 11.3681, 12.0605, 11.1595
O, 10.5679, 1.6212, 15.0384
O, 2.1091, 10.5781, 16.0364
O, 9.7664, 8.068, 16.338
O, 4.9161, 3.0294, 14.9605
O, 7.6906, 5.7114, 10.5766
O, 8.0293, 2.7342, 10.4585
O, 7.5974, 9.2879, 17.1314
O, 4.2253, 11.2622, 11.492
O, 5.8468, 7.3327, 13.9962
O, 10.1935, 11.1251, 13.2969
O, 7.368, 8.1086, 11.8517
O, 5.7205, 9.815, 13.1314
O, 6.6968, 4.871, 14.1762
O, 12.9345, 2.8063, 20.5919
O, 3.9167, 11.5159, 14.1946
O, 0.0277, 11.5891, -0.2655
O, 7.4268, 2.371, 14.2459
O, 11.9134, 3.0662, 13.3633
O, 1.0362, 6.0546, 16.0545
O, 4.1402, 4.568, 11.0768
O, 0.063, 8.8024, -0.2451
O, 7.9096, 8.8838, 14.4277
O, 1.4192, 7.6282, 11.8014
O, 11.5587, 6.3968, 13.6089
O, 3.2981, 5.5812, -0.9719
O, 6.6328, 12.6296, 18.8271
O, 4.4099, 2.1169, 10.3667
O, 10.9669, 10.6763, 15.7319
O, 5.2264, 5.757, 16.1536
O, 8.8795, 11.5432, 17.9303
O, 1.6173, 12.7637, 14.7128
O, 6.0693, 1.0038, 16.1005
O, -0.3059, 5.8005, 10.8326
O, 2.8052, 2.6576, 12.3515
O, 9.6488, 9.1486, 18.7577
O, 9.2997, 4.8934, 19.3592
O, 8.7481, 11.5969, 11.0972
O, 2.9182, 4.7274, 20.4159
O, 12.2283, 3.4166, 15.9662
O, 4.0538, 6.3184, 9.2242
O, 1.7103, 5.0109, 12.207
O, 2.6282, 7.0053, 13.988
O, 5.0926, 3.3111, 17.4794
O, 7.8852, 2.8648, -0.5973
O, 3.0413, 4.5069, 16.5317
O, 8.1602, 2.2442, 16.8056

Results
free energy: -45069.017 eV
free energy less fixed offsets of O -463.61, Si -117.95 eV per atom: -12.047 eV
pressure: -1.76 GPa
stress xx, yy, zz, yz, xz, xy (GPa, positive in tension): 0.91, 2.14, 2.23, 0.4, 0.06, -0.66

Forces (eV/angstrom), in the order of the atoms: element, x, y, z
Si, -0.1234, 0.2295, -0.4016
Si, -0.2568, 0.0572, -0.4672
Si, -0.3382, -0.4625, -0.183
Si, 0.0163, 0.0026, -0.1736
Si, -0.1716, 0.0025, 0.0472
Si, 0.4421, 0.119, 0.2353
Si, -0.1786, 0.451, -0.4681
Si, 0.0479, 0.09, -0.9092
Si, 0.1831, -0.2074, -0.477
Si, 0.1319, 0.0593, -0.4231
Si, -0.0145, -0.1581, -0.2578
Si, -0.107, -0.132, -0.2494
Si, -0.0714, 0.1971, -0.197
Si, -0.2216, -0.2278, -0.3677
Si, 0.2102, -0.0225, -0.202
Si, 0.1126, 0.1883, -0.2775
Si, 0.2843, 0.1178, -0.3442
Si, -0.0663, -0.0107, -0.2694
Si, 0.0193, 0.0316, 0.2425
Si, 0.077, 0.1233, -0.1145
Si, 0.0818, -0.0753, -0.2066
Si, -0.1146, -0.0858, 0.0288
Si, -0.0549, 0.028, 0.2243
Si, -0.0641, 0.1539, -0.0519
Si, 0.1012, -0.097, 0.1623
Si, 0.0591, -0.001, 0.2898
Si, -0.0392, -0.0639, -0.0976
Si, -0.0806, -0.1027, -0.0338
Si, -0.3085, 0.0227, 0.0224
Si, 0.0308, 0.0108, 0.0546
Si, 0.1681, -0.0086, -0.0093
Si, 0.1411, 0.0471, -0.0372
Si, 0.094, 0.0462, 0.0568
Si, 0.1164, -0.1977, -0.0477
Si, 0.0685, 0.0722, -0.1404
Si, -0.0589, 0.0122, 0.0579
Si, 0.1729, -0.013, 0.1477
Si, 0.2849, -0.0706, 0.3323
Si, 0.0248, -0.0471, -0.05
Si, 0.0425, 0.0474, 0.1399
Si, -0.2735, -0.0316, 0.2249
Si, 0.0128, -0.0038, -0.1136
Si, -0.2303, 0.1182, 0.2204
Si, 0.2969, 0.079, 0.2561
Si, -0.1283, -0.0743, -0.0391
Si, 0.0919, 0.1414, -0.2593
Si, -0.0094, -0.1588, -0.2976
Si, -0.0655, 0.0794, 0.0371
Si, 0.0234, -0.1354, -0.314
Si, 0.0733, -0.1983, 0.1813
Si, -0.035, 0.1621, 0.1449
Si, 0.0111, 0.1937, 0.0254
Si, -0.4423, -0.0787, -0.2406
Si, 0.0231, -0.1292, -0.0469
Si, -0.2611, -0.0354, 0.7559
Si, -0.1974, -0.0465, 0.3975
Si, 0.1167, -0.0834, 0.4907
Si, -0.3803, -0.1242, 0.5096
Si, 0.1727, 0.1353, 0.0639
Si, -0.1212, 0.1095, 0.2276
Si, 0.3629, -0.1449, 0.5321
Si, 0.1567, 0.059, 0.1882
Si, 0.1915, 0.077, 0.0883
Si, 0.3445, -0.1432, -0.6629
Si, 0.1123, -0.3233, -0.064
Si, 0.0166, -0.0528, 0.0042
Si, 0.2135, -0.1891, -0.3207
Si, -0.0458, 0.1409, 0.1732
Si, -0.3208, 0.437, -0.1455
Si, -0.2852, 0.1995, -0.3272
Si, 0.1671, 0.289, 0.1838
Si, -0.3421, -0.222, 0.3777
Si, -0.0341, -0.0313, -0.3708
Si, 0.0093, -0.0586, -0.2409
Si, 0.0298, -0.0919, 0.1844
Si, -0.15, -0.1941, -0.1081
Si, 0.0899, 0.1043, 0.2108
Si, 0.4557, 0.3122, -0.3615
Si, 0.262, 0.0489, -0.1255
Si, -0.1712, -0.0403, 0.2384
Si, -0.003, 0.1522, 0.0191
Si, 0.1277, -0.2185, 0.1285
Si, -0.0124, 0.0177, 0.2406
Si, -0.0739, -0.1376, 0.4101
Si, 0.1907, 0.077, 0.2874
Si, 0.1961, 0.0924, 0.0036
Si, -0.0447, 0.0991, 0.3761
Si, 0.0321, 0.1896, -0.3503
Si, -0.2085, 0.0987, 0.4264
Si, -0.0564, 0.0341, 0.4054
Si, -0.0144, 0.25, 0.252
Si, -0.1337, -0.0541, 0.0973
Si, 0.1068, -0.2096, 0.061
Si, 0.0418, -0.1116, 0.112
Si, -0.0103, -0.1371, 0.2663
Si, -0.2188, 0.0345, 0.3262
Si, -0.0084, -0.0469, -0.2113
Si, 0.225, -0.1004, -0.1345
Si, -0.2066, 0.0125, 0.2763
O, 0.1617, 0.0194, 0.3729
O, -0.1336, -0.3284, 0.5619
O, 0.0614, -0.1665, -0.0236
O, -0.3351, 0.2761, -0.1847
O, -0.3425, 0.1028, 0.0862
O, -0.1055, -0.1634, 0.4495
O, 0.3676, -0.0997, 0.2936
O, 0.1254, 0.1523, -0.0079
O, -0.0191, 0.047, 0.3898
O, -0.2056, 0.105, 0.8543
O, -0.1532, -0.3943, 0.0809
O, 0.0425, -0.0194, -0.0835
O, -0.1899, -0.1274, 0.4064
O, -0.2445, -0.0137, -0.208
O, 0.2321, 0.0741, -0.3011
O, -0.1563, 0.2741, -0.4252
O, 0.0108, 0.4286, 0.0865
O, 0.1797, -0.093, 0.0352
O, -0.1633, 0.0279, 0.6176
O, 0.141, -0.1127, -0.1996
O, -0.1523, 0.2322, -0.2298
O, -0.0985, 0.3557, 0.112
O, 0.1162, 0.1009, -0.4519
O, -0.3705, -0.0829, -0.2792
O, -0.1931, -0.019, 0.339
O, -0.051, -0.2123, -0.4433
O, 0.1569, -0.2349, -0.1876
O, -0.0675, 0.1065, -0.2822
O, -0.126, 0.1747, 0.2241
O, 0.2364, -0.0988, -0.0413
O, 0.2727, 0.1595, -0.2351
O, -0.1128, -0.1358, -0.3859
O, 0.3323, 0.0052, 0.0241
O, -0.0448, 0.2511, -0.6509
O, 0.2766, 0.1718, -0.1269
O, -0.0658, 0.0001, -0.3112
O, 0.1498, -0.3012, -0.2748
O, -0.1395, -0.0258, -0.1045
O, -0.2433, -0.0374, 0.0301
O, 0.1875, 0.1953, 0.2727
O, -0.0035, -0.1578, -0.3127
O, 0.2387, 0.3841, 0.4768
O, -0.3739, -0.0477, 0.1936
O, 0.329, -0.012, -0.2244
O, 0.1478, -0.0751, -0.1929
O, 0.0294, -0.3641, -0.1723
O, 0.2645, -0.4125, 0.4366
O, -0.2918, -0.1589, -0.1281
O, -0.0097, -0.1231, 0.0005
O, 0.4676, 0.0673, -0.4357
O, 0.0558, 0.1943, 0.2708
O, 0.2193, -0.2577, 0.3652
O, -0.0534, -0.0929, 0.3244
O, 0.0417, -0.004, -0.2023
O, 0.0316, -0.1186, -0.0102
O, -0.3971, -0.0106, 0.2055
O, 0.0326, 0.0092, -0.0084
O, 0.0756, 0.4069, -0.0785
O, 0.3859, -0.3634, -0.1174
O, 0.0058, 0.2117, -0.2499
O, -0.1388, -0.0398, -0.2527
O, 0.1163, -0.0005, 0.285
O, -0.0531, 0.2083, -0.09
O, 0.0859, 0.1479, -0.1078
O, 0.1434, 0.0479, -0.1421
O, 0.0242, -0.032, 0.6215
O, -0.1075, 0.0002, -0.051
O, -0.1727, 0.2049, -0.4446
O, -0.1508, 0.0871, -0.2314
O, -0.252, -0.1559, -0.1265
O, -0.0257, 0.0793, 0.1907
O, -0.3115, -0.4805, 0.1509
